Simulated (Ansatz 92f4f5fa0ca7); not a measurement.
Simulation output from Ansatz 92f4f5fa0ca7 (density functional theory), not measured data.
Periodic cell of 223 atoms, Si133O90, from a study of silicon, its oxide and their interface. The atomic structure is a simulated model.
Doubt: the cutoff is far below the 930 eV that the study's wrapper takes by default for these files, so forces and energies are approximate.
This geometry differs little from another in the collection (a relaxation step or a small displacement).

Settings
functional: PBE
potential files: Ansatz PAW
basis: plane waves
wave-function cutoff: 580 eV
density cutoff ratio: 5
exchange-correlation grid ratio: 1
k mesh: 1 x 1 x 1, Gamma-centred
self-consistency stop: 5e-08 eV per atom in the density residual
occupations: fixed
spin: none
net charge: 0

Cell vectors (angstrom)
a	10.938	0	0
b	0	10.938	0
c	0	0	32.5002

Atoms and the computed forces on them: element, x, y, z (angstrom), force x, y, z (eV/angstrom)
Si	0.2871	-0.1671	25.0958	0.1163	0.003	-0.0674
Si	5.2855	0.2602	25.1311	-0.0665	0.0519	-0.1648
Si	2.8829	2.3105	24.9756	0.0062	-0.0536	-0.054
Si	8.0946	3.1891	25.0112	-0.0414	0.0535	-0.2884
Si	-0.1222	5.9153	25.0021	0.0231	0.1242	-0.2128
Si	5.6407	5.277	25.0652	0.1475	-0.0256	-0.1042
Si	2.4156	8.4319	25.0436	-0.0995	0.0275	-0.1566
Si	8.2821	7.8458	24.9818	0.0245	-0.0604	-0.1402
Si	1.4273	1.2849	26.5145	0.0298	-0.043	0.0271
Si	6.9161	1.478	26.289	-0.0471	0.0573	0.0508
Si	3.9593	4.096	26.2157	-0.0053	-0.0252	-0.0333
Si	9.7257	4.2101	26.3058	0.0049	-0.0545	0.1103
Si	1.3024	6.9902	26.4957	-0.0216	0.0106	0.0548
Si	6.8325	6.7702	26.4528	-0.0064	-0.0568	0.0312
Si	4.1109	9.5443	26.3111	0.0235	0.0158	0.0713
Si	9.4658	9.5946	26.1812	-0.0145	-0.0188	0.0027
Si	2.7997	-0.0772	27.7911	-0.0094	0.0087	-0.0338
Si	8.185	0.0258	27.658	0.0118	-0.0229	0.0167
Si	0.0198	2.7403	27.7179	0.0178	0.0009	-0.0413
Si	5.4388	2.7924	27.6585	-0.0533	-0.0586	0.0207
Si	2.6926	5.487	27.6885	-0.0024	-0.0113	-0.0033
Si	8.2582	5.428	27.752	-0.0024	0.0529	0.0066
Si	-0.1238	8.3223	27.7416	0.0168	-0.0144	0.0113
Si	5.4677	8.2011	27.7187	-0.0087	0.0014	-0.024
Si	4.1018	1.3673	29.0819	0.4429	0.1098	0.0232
Si	9.5708	1.3673	29.0819	-0.0754	-0.0421	-0.2484
Si	1.3673	4.1018	29.0819	0.0222	0.1007	0.0609
Si	6.8362	4.1018	29.0819	-0.0871	-0.1309	0.0001
Si	4.1018	6.8362	29.0819	-0.0742	-0.1445	-0.138
Si	9.5708	6.8362	29.0819	-0.1231	0.2271	0.2976
Si	1.3673	9.5708	29.0819	-0.316	-0.0108	0.4207
Si	6.8362	9.5708	29.0819	0.0273	0.1933	-0.1956
Si	0	0	30.4492	0.1686	0.0468	0.0139
Si	5.469	0	30.4492	0.084	0.1279	0.0128
Si	2.7345	2.7345	30.4492	0.0121	-0.0012	-0.0304
Si	8.2035	2.7345	30.4492	-0.1434	-0.0907	-0.0198
Si	0	5.469	30.4492	0.0713	0.0637	-0.0042
Si	5.469	5.469	30.4492	0.0848	0.0396	-0.0237
Si	2.7345	8.2035	30.4492	-0.1728	-0.1203	-0.0046
Si	8.2035	8.2035	30.4492	0.0027	-0.1012	0.0106
Si	1.3673	1.3673	31.8164	-0.0811	0.0123	0.0081
Si	6.8362	1.3673	31.8164	0.0632	-0.0468	0.0113
Si	4.1018	4.1018	31.8164	0.0233	-0.0137	-0.0284
Si	9.5708	4.1018	31.8164	-0.0317	0.0196	-0.0565
Si	1.3673	6.8362	31.8164	0.0416	-0.0366	0.0018
Si	6.8362	6.8362	31.8164	-0.0427	0.0699	0.0095
Si	4.1018	9.5708	31.8164	0.0003	0.0275	-0.0519
Si	9.5708	9.5708	31.8164	-0.0344	0.0339	-0.0257
Si	2.7345	0	0.6835	0.0326	-0.0414	0.0072
Si	8.2035	0	0.6835	-0.032	0.0206	0.0322
Si	0	2.7345	0.6835	0.0128	0.0608	0.0058
Si	5.469	2.7345	0.6835	0.0249	-0.0375	0.0193
Si	2.7345	5.469	0.6835	-0.034	0.0079	0.03
Si	8.2035	5.469	0.6835	0.0335	-0.0423	-0.0028
Si	0	8.2035	0.6835	0.0325	-0.0248	0.0166
Si	5.469	8.2035	0.6835	-0.0004	0.0017	0.0172
Si	4.1018	1.3673	2.0507	-0.017	0.033	0.0222
Si	9.5708	1.3673	2.0507	0.0506	-0.016	0.0039
Si	1.3673	4.1018	2.0507	-0.0713	-0.105	-0.0106
Si	6.8362	4.1018	2.0507	0.039	0.1021	0.027
Si	4.1018	6.8362	2.0507	0.007	-0.0096	0.009
Si	9.5708	6.8362	2.0507	-0.0844	0.0043	0.0182
Si	1.3673	9.5708	2.0507	-0.0213	0.0977	0.0057
Si	6.8362	9.5708	2.0507	0.0048	-0.054	-0.0189
Si	0	0	3.418	0.3475	0.2052	-0.3612
Si	5.469	0	3.418	-0.0134	-0.0729	0.1317
Si	2.7345	2.7345	3.418	-0.2466	-0.1082	-0.269
Si	8.2035	2.7345	3.418	0.1096	0.1403	0.2504
Si	0	5.469	3.418	0.032	-0.2099	0.1647
Si	5.469	5.469	3.418	0.085	0.0132	0.0162
Si	2.7345	8.2035	3.418	0.1154	-0.0663	0.2802
Si	8.2035	8.2035	3.418	-0.2861	-0.1689	-0.5453
Si	1.3944	1.3498	4.7981	-0.0267	-0.0191	-0.0094
Si	6.8275	1.3757	4.7869	-0.0255	0.0007	0.03
Si	4.0806	4.0862	4.7506	0.0239	0.0494	0.0178
Si	9.5953	4.0903	4.8433	-0.0051	0.0136	-0.0212
Si	1.3923	6.7928	4.798	-0.0234	0.0249	0.0411
Si	6.8359	6.8597	4.788	0.0007	0.0035	0.0015
Si	4.1188	9.5624	4.828	-0.0079	0.0044	0.023
Si	9.5816	9.5539	4.6747	0.0149	0.0014	0.0195
Si	2.7262	-0.0465	6.2131	0.0092	0.062	-0.0315
Si	8.2794	-0.0151	6.0287	0.036	-0.0256	-0.0103
Si	0.0807	2.7227	6.2233	0.0412	-0.0331	0.0313
Si	5.3522	2.6668	6.1373	-0.0058	-0.0106	-0.0543
Si	2.7976	5.4552	6.1987	0.0365	-0.0358	-0.0019
Si	8.1893	5.494	6.1711	-0.0326	-0.0011	0.0032
Si	-0.0581	8.1755	6.0378	-0.027	0.0104	-0.0236
Si	5.5188	8.2446	6.2312	0.0117	-0.062	-0.0039
Si	3.8898	1.4455	7.6395	-0.069	0.0474	0.1201
Si	9.8651	1.0276	7.4066	0.0881	-0.1275	0.0549
Si	1.7525	3.8097	7.5518	0.0627	-0.0416	-0.0033
Si	6.474	4.339	7.301	-0.1054	0.0989	0.1363
Si	4.3618	6.6512	7.5478	0.0405	-0.0773	0.0084
Si	9.343	7.1188	7.4714	-0.0387	0.161	0.0566
Si	1.0767	9.6817	7.3885	-0.1882	0.0652	0.1985
Si	7.1966	9.4288	7.4483	0.1194	-0.0298	0.1057
O	9.5213	6.8442	24.4618	0.0171	0.0162	0.1183
O	4.1323	1.3041	24.5381	0.0383	0.0024	0.1129
O	8.2486	8.2575	8.0008	0.0125	-0.0324	-0.086
O	2.8203	2.65	8.1199	0.0046	-0.0165	-0.0827
O	6.7455	4.0913	24.8125	0.0282	-0.0222	0.0871
O	1.3582	9.6188	24.5279	-0.0111	-0.005	0.0811
O	5.4567	5.4737	7.9979	0.0682	-0.0644	-0.111
O	0.0156	-0.1003	7.952	0.034	-0.0351	-0.1263
O	7.0764	3.3618	8.4875	0.0153	0.056	-0.0985
O	6.8004	10.3792	8.7359	-0.0249	-0.0092	-0.0456
O	10.1802	6.5873	8.8098	-0.0099	-0.0355	-0.0444
O	1.5207	8.7762	8.6927	0.0427	0.0245	-0.0868
O	4.4865	0.5921	8.9604	-0.0034	0.0168	-0.0942
O	1.1776	4.6321	8.8852	-0.0294	0	-0.0254
O	9.0737	1.5436	8.7719	-0.0113	0.0626	-0.0405
O	3.7516	7.3366	8.935	-0.0175	0.0141	-0.03
O	7.2125	8.1043	23.7213	0.0068	0.0055	0.0612
O	8.7587	3.2955	23.4914	-0.0332	0.036	0.099
O	5.327	5.8351	23.5394	0.0125	0.001	0.0961
O	2.0155	2.527	23.5684	0.034	0.0136	0.0589
O	10.8459	0.8644	23.849	-0.0077	-0.0484	0.0393
O	0.8673	5.5811	23.6915	-0.058	-0.0244	0.0969
O	2.786	7.496	23.7195	0.0117	0.0425	0.076
O	6.0314	10.4572	23.8819	-0.0053	-0.0008	0.0847
Si	8.0953	0.2625	21.2585	0.0148	0.0064	-0.1197
Si	2.0294	6.3507	22.7962	-0.0428	0.0256	-0.0607
Si	6.2731	6.6174	19.7157	0.0476	0.0236	-0.0504
Si	11.8718	-2.07	13.6388	0.0361	0.0082	-0.0145
Si	2.7782	-2.7516	18.3845	-0.0169	-0.004	0.0081
Si	2.554	-0.5533	11.7672	-0.0428	0.0206	0.0735
Si	-2.1382	-2.9903	13.6216	-0.0096	0.0146	-0.0014
Si	0.7863	1.7754	22.7828	0.0119	-0.0325	-0.0881
Si	2.1794	6.4617	12.2184	0.0138	-0.0191	0.1016
Si	0.5767	-3.0841	20.3107	-0.0471	0.0092	-0.0649
Si	8.5208	3.0241	9.1436	0	-0.0502	0.1372
Si	-1.3685	4.0028	17.386	-0.0134	0.0315	0.0096
Si	6.785	2.8769	11.3217	-0.0294	0.0519	0.0625
Si	3.7344	0.7224	14.1439	-0.03	0.0058	-0.0331
Si	4.989	-4.3645	16.9915	0.0266	0	0.0342
Si	4.419	-6.4943	12.1077	-0.0267	0.0003	0.0124
Si	0.1892	0.1119	20.6058	0.0152	-0.0585	-0.0399
Si	5.8318	11.0834	9.8353	0.0023	-0.0274	0.0451
Si	5.0689	-1.7507	20.201	0.04	-0.0121	-0.1259
Si	9.3641	3.6416	22.0177	-0.0183	0.0182	-0.0355
Si	-3.015	1.6017	16.8113	-0.0269	-0.0236	-0.0074
Si	6.7044	-1.3089	12.4563	-0.0014	0.0046	0.0258
Si	-1.9846	4.9258	14.501	0.0235	0.0004	-0.0108
Si	-0.1712	12.1976	17.6267	0.0078	-0.0351	0.0288
Si	10.6204	5.1128	9.3515	0.0041	0.0027	0.0859
Si	6.6168	2.7274	21.1996	-0.0247	0.0097	-0.08
Si	6.531	9.3188	22.8567	0.0223	0.0145	-0.0519
Si	6.2764	-2.9334	14.7309	-0.0166	0.0141	0.0008
Si	0.0252	-6.6775	12.317	0.0839	-0.0439	0.0793
Si	2.5517	8.1028	9.7437	-0.021	0.0265	0.0274
Si	1.9905	-0.5475	16.2242	0.0002	-0.0224	-0.0274
Si	2.2441	2.2662	12.1073	-0.0262	0.0242	0.0495
Si	4.7987	5.2032	22.1286	0.0159	-0.0141	-0.1163
Si	-1.6349	-5.1188	20.0535	-0.0101	0.0415	-0.002
Si	16.7987	5.1013	14.5979	-0.006	-0.0125	-0.0194
Si	6.3022	0.8174	19.0873	0.0041	-0.0183	0.0326
Si	6.8386	1.3236	13.8787	-0.0035	-0.0061	0.0068
O	5.5784	-3.035	16.1998	0.005	0.004	-0.0081
O	2.3456	-9.9942	11.1422	0.0275	-0.0171	-0.023
O	9.2689	0.7459	17.1926	-0.0026	-0.001	0.005
O	-3.223	6.0795	20.1375	0.0043	-0.0114	0.0251
O	5.7531	4.1604	11.1837	0.0284	-0.0375	-0.0099
O	1.3245	0.7926	21.5782	-0.0198	0.0278	0.0694
O	1.7649	7.0498	10.7354	-0.0125	0.0075	-0.0769
O	-1.2887	-5.9572	18.6886	0.0062	-0.0449	-0.0298
O	14.5633	-0.4365	12.9926	0.013	0.0009	-0.0225
O	5.2676	1.2114	14.276	0.0036	0.0061	0.0027
O	1.3881	-3.3759	18.9271	0.0226	-0.0034	0.0017
O	3.6277	-2.3336	19.724	0.0091	0.0091	0.0337
O	3.3072	0.1805	15.6064	0.0058	-0.0027	0.0357
O	-0.1473	2.9003	17.4939	-0.0019	0.0043	0.0017
O	6.5513	0.9963	17.489	0.0219	0.0117	-0.0093
O	3.3062	3.3794	11.5872	0.0125	-0.0022	-0.0185
O	6.2674	1.5428	10.5408	0.015	-0.0041	-0.036
O	0.4486	-1.4848	20.563	0.0141	0.0177	0.0259
O	5.025	5.2828	15.9936	-0.0021	0.0014	0.0102
O	7.3997	0.0425	13.0474	0.0064	-0.0075	0.0011
O	5.1586	-0.2554	19.537	-0.0146	-0.0178	0.0223
O	5.2035	6.1151	20.8407	-0.0276	-0.0111	0.0649
O	7.0587	1.3372	21.9965	-0.0001	0.0151	0.049
O	8.2736	3.2016	10.7397	0.0021	-0.0161	-0.085
O	3.729	-5.0052	12.05	-0.0044	-0.0012	-0.0228
O	0.215	0.7763	19.1305	-0.0061	0.0241	-0.0049
O	-2.7723	3.1388	17.3432	0.0065	0.0052	0.0152
O	0.7133	2.8075	12.0224	-0.0177	0.0258	-0.0282
O	-0.6491	-2.3879	13.6519	-0.024	0.0015	-0.0024
O	12.0583	-1.0086	12.4083	0.0041	-0.0092	0.0001
O	7.02	2.5899	12.8915	-0.019	0.002	-0.0413
O	16.988	6.585	13.9501	0.0073	0.0042	-0.0062
O	-1.2452	0.4665	21.3175	-0.0188	0.0067	0.0486
O	5.9524	2.2718	19.7706	0.0097	0.0004	0.0104
O	-1.1016	3.9896	13.4722	-0.0289	0.0177	0.0027
O	2.4797	9.5087	17.4936	0.0067	0.0217	-0.0049
O	5.7067	-1.8417	13.6629	0.0046	-0.0186	0.0049
O	-2.8067	3.3315	20.948	0.0142	0.0016	0.0285
O	5.2537	-1.8551	21.8356	0.0127	0.0043	0.0772
O	2.6809	1.8894	13.6503	0.0182	-0.0044	0.0037
O	3.1267	9.3199	10.6795	0.003	-0.0409	-0.0688
O	5.8724	-0.9627	11.0811	0.0043	0.027	-0.0487
O	7.8058	9.7801	21.9588	-0.0184	-0.0152	0.0596
O	1.3067	-1.5056	15.1063	-0.0028	0.0057	0.0143
O	7.7325	1.5441	15.205	0.0152	-0.0002	0.0032
O	5.5247	3.7178	21.9222	-0.0233	-0.005	0.0425
O	1.9773	-3.3048	13.3407	-0.0034	-0.0071	-0.0106
O	3.5136	-3.9236	17.5146	0.003	-0.0168	-0.009
O	-3.0068	-2.4276	12.3161	0.0015	-0.0001	0.0114
O	7.3813	4.5091	14.7644	0.0034	0.0002	0.0004
O	7.7282	11.2051	19.6723	-0.0031	-0.005	0.0265
O	5.8967	-4.8739	18.2396	-0.0236	0.0014	-0.0303
O	1.3168	7.1114	21.5501	0.0277	-0.0381	0.0741
O	9.6006	4.0906	8.5842	-0.0108	0.0038	-0.0185
O	9.6632	4.8798	15.9895	-0.0022	-0.0003	0.007
O	-1.1673	-5.8102	21.4684	-0.0202	-0.0315	0.0518
O	-3.0553	-2.6144	14.9423	0.0053	-0.0039	0.0113
O	9.0068	6.3386	13.6904	-0.0012	-0.0062	-0.0038
O	-0.5375	4.9649	10.9519	-0.0029	0.0341	-0.0913
O	-0.9104	-3.669	20.0408	0.0063	-0.0196	0.0253
O	6.2594	8.2471	19.5917	-0.0243	-0.0066	0.0251
O	3.1514	5.264	22.2465	-0.0282	-0.0164	0.0599
O	1.2292	5.2651	12.7861	-0.0207	0.0075	-0.0287
O	11.8716	0.6076	16.6405	-0.0013	0.0142	-0.0034
O	-0.1396	2.8758	22.0113	-0.0179	0.0125	0.0657
O	4.8853	-6.7332	13.6575	0.02	0.0054	0.0293

Results
free energy: -135734.532 eV
free energy less fixed offsets of O -568.88, Si -635.61 eV per atom: 0.798 eV

The program warned: the cutoff lies below the one the program advises for these potential files; the forces do not sum to zero within the program's tolerance; the exchange-correlation potential is rough where the density is thin.
